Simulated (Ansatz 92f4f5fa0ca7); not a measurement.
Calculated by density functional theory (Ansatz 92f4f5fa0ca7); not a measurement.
Periodic cell of 180 atoms, Si99O81, from a study of silicon, its oxide and their interface. The atomic structure is a simulated model.

Settings: functional r2SCAN; potential files Ansatz norm-conserving; basis plane waves; wave-function cutoff 1300 eV; density cutoff ratio 4; exchange-correlation grid ratio 1; k mesh 2 x 2 x 1, shifted by 0.5 0.5 0.5 of a step; self-consistency stop 5e-08 eV per atom in the density residual; occupations Fermi-Dirac, 0.05 eV; spin none; net charge 0.

Cell vectors (angstrom)
a  11.5403  0  0
b  0  11.5403  0
c  3.7852  3.692  24.2225

Atoms: element, x, y, z (angstrom)
Si  -0.9366  3.8334  -0.0368
Si  -0.959  6.3047  0.2164
Si  -0.794  12.7784  -1.5796
Si  1.1654  3.7851  0.7907
Si  2.6695  6.4244  0.3973
Si  2.1377  11.476  -1.3209
Si  4.9441  2.652  1.8106
Si  6.5956  6.0242  0.0386
Si  8.0858  11.8877  -0.6377
Si  3.2597  1.6731  0.4388
Si  0.8104  7.0724  1.6968
Si  2.9128  11.1027  1.3393
Si  6.9359  2.9526  0.5623
Si  4.7683  6.5487  1.5411
Si  5.1012  10.4176  2.0932
Si  9.0055  3.0356  1.6308
Si  8.5676  6.6683  1.4736
Si  7.573  10.5862  1.9457
Si  0.9331  5.2669  3.3105
Si  0.9163  8.9165  3.2431
Si  1.2546  11.3204  3.0533
Si  4.7983  4.7207  3.021
Si  4.86  8.3744  3.1636
Si  4.9198  12.3771  3.3153
Si  8.719  4.8639  3.0902
Si  8.487  8.5736  2.9984
Si  8.7232  12.5015  2.9188
Si  -0.9879  4.8562  4.6059
Si  -1.0747  8.6446  4.4873
Si  -0.7582  12.2594  4.0831
Si  2.9389  4.8812  4.4567
Si  2.9001  8.5758  4.4651
Si  2.9392  12.1952  4.52
Si  6.7675  4.667  4.444
Si  6.7518  8.3744  4.5959
Si  6.903  12.469  4.4892
Si  -0.8735  2.632  5.5739
Si  -0.9894  6.7554  5.9975
Si  -0.9967  10.6356  5.7901
Si  2.9015  2.8138  5.5608
Si  3.0487  6.7702  5.8736
Si  2.9752  10.3597  6.0165
Si  6.698  2.7904  5.8758
Si  6.8284  6.4271  6.0112
Si  6.7506  10.5014  5.8067
Si  1.0712  2.8105  6.9892
Si  1.0902  6.8174  7.1524
Si  0.9078  10.7584  7.2517
Si  4.6311  2.8955  7.1637
Si  4.899  6.7137  7.3224
Si  4.9195  10.5325  7.3727
Si  8.6738  1.8568  6.7356
Si  8.7366  6.6171  7.5163
Si  8.6355  10.8071  7.1576
Si  1.4537  4.8053  8.2052
Si  -0.0797  7.2506  10.7781
Si  1.7214  12.6464  8.4759
Si  3.9136  4.8443  8.4083
Si  5.7026  8.6125  8.5822
Si  4.2013  12.5578  8.5117
Si  9.3041  4.8131  9.2465
Si  8.1845  8.6869  8.7096
Si  9.0265  14.015  8.886
Si  0.04  4.9284  10.045
Si  1.051  8.3722  9.024
Si  0.2397  13.4255  10.1604
Si  5.1747  4.7586  10.3683
Si  3.6543  8.8538  10.7733
Si  5.0101  13.3415  10.604
Si  7.8331  5.6047  10.9302
Si  9.091  7.6956  10.8414
Si  7.7337  12.3597  11.127
Si  2.249  11.5465  21.8146
Si  1.8212  6.6282  14.8204
Si  7.3489  8.5694  19.4532
Si  5.4956  9.8007  17.507
Si  2.8955  5.6855  17.2128
Si  11.64  6.7054  17.201
Si  12.9933  2.945  21.297
Si  2.0255  8.1104  13.0026
Si  6.3542  9.3748  14.6397
Si  10.8914  10.7297  21.3658
Si  5.3856  6.9134  18.02
Si  3.8123  10.4192  13.1538
Si  15.8812  11.3333  19.7426
Si  6.8604  6.2625  15.3886
Si  8.6367  10.0764  12.6741
Si  6.6203  10.5367  21.4634
Si  10.9816  2.263  15.1994
Si  2.1685  3.6724  15.229
Si  5.9548  4.4308  13.0517
Si  8.5483  14.1481  18.4248
Si  10.0856  11.8573  17.3482
Si  4.1523  13.5575  13.3059
Si  9.3269  4.7125  16.3787
Si  10.1868  9.0811  18.672
Si  11.0191  13.2371  19.6762
Si  6.4031  13.2926  20.3912
Si  10.2642  12.4621  12.5661
O  0.677  12.1673  -1.3416
O  -1.8704  12.2568  -0.4456
O  1.7682  2.3275  0.4892
O  2.2469  10.4199  -0.0551
O  7.8129  10.5895  0.2976
O  1.0016  3.8569  2.4068
O  0.32  9.7224  8.4426
O  6.4416  5.7682  10.0459
O  2.5423  8.8521  9.582
O  6.1375  12.4606  11.4002
O  5.0808  8.4936  10.1289
O  7.9736  13.0052  9.6731
O  10.5348  13.3906  9.0894
O  6.8139  9.7476  18.4543
O  -0.8508  2.8705  -1.469
O  7.2164  11.9632  20.8973
O  -0.686  7.2428  -1.1627
O  11.6658  3.4917  22.0751
O  -1.2942  12.0541  -2.9832
O  2.3143  4.8155  0.2252
O  3.0739  6.6772  15.9025
O  2.8126  6.9605  -1.1547
O  7.4369  9.2117  20.9538
O  10.4147  5.6386  17.1505
O  3.3196  1.0899  -1.1387
O  7.0875  1.6277  -0.4514
O  13.6128  13.1609  22.0496
O  5.9844  10.1855  16.0116
O  0.3431  14.9601  10.7962
O  15.9745  10.8322  18.1903
O  7.1734  14.092  19.2377
O  9.8382  14.3223  19.411
O  3.8028  13.6023  11.7006
O  -0.1977  12.3896  11.3491
O  1.6546  5.0194  14.4368
O  5.7696  3.2196  10.2742
O  6.2784  6.1744  16.894
O  7.6113  10.1204  13.9347
O  3.23  7.7646  11.9183
O  11.264  8.0298  18.068
O  4.8104  4.9401  11.9809
O  9.9676  10.9387  13.0904
O  7.4122  4.7132  12.2951
O  5.9676  5.329  14.3994
O  4.0879  5.9585  18.2967
O  8.0393  10.7697  11.308
O  8.8016  13.1006  12.1381
O  12.9682  6.0043  17.8699
O  2.8324  11.3492  20.3012
O  10.0208  3.5436  15.4791
O  0.9392  2.6964  15.6335
O  8.4331  3.9029  17.4682
O  0.4843  7.1095  15.6591
O  4.0493  11.9538  13.6954
O  6.7777  7.8185  14.8942
O  3.7703  10.3277  11.5114
O  9.8982  10.2527  17.5413
O  5.5837  2.8656  13.4646
O  10.6409  9.7406  20.0935
O  11.2597  12.3032  18.3775
O  2.4003  10.661  -2.6585
O  16.6874  10.3656  20.7813
O  0.6142  7.9031  12.1963
O  10.5861  12.2768  20.923
O  4.9554  12.8353  19.8185
O  5.0535  9.499  13.6843
O  6.3038  6.6672  -1.484
O  8.8429  8.2011  18.9531
O  2.9255  4.1531  16.6071
O  4.8105  8.332  17.4629
O  12.4392  10.6667  21.8142
O  2.4162  9.6246  13.607
O  8.9134  8.5409  12.2745
O  6.6661  4.3749  -0.2789
O  3.1147  2.8019  14.25
O  10.5678  12.3833  15.894
O  10.932  1.9235  13.6272
O  8.3777  5.6664  15.4544
O  8.7205  12.7012  17.6724
O  12.4365  14.0184  19.8533
O  6.3461  7.2677  19.3128

Results
free energy: -49237.396 eV
free energy less fixed offsets of O -463.61, Si -117.95 eV per atom: -7.936 eV
pressure: -2.62 GPa
stress xx, yy, zz, yz, xz, xy (GPa, positive in tension): 2.13, 4.01, 1.72, 0.06, 0.11, 0.75

Forces (eV/angstrom), in the order of the atoms: element, x, y, z
Si  -0.1486  -0.5475  -0.7756
Si  -0.3856  0.8823  -0.4112
Si  0.1784  -0.423  -0.1481
Si  0.7339  -0.5838  0.1629
Si  0.2522  -0.1698  -0.3461
Si  0.3079  -0.0732  0.01
Si  0.0128  0.1929  -0.2266
Si  -0.286  -0.1374  -0.3309
Si  -0.4803  -0.2162  -0.2374
Si  0.1855  -0.3647  -0.2479
Si  0.2321  -0.0562  0.0975
Si  -0.0372  -0.0468  -0.8287
Si  -0.0478  -0.0257  -0.5385
Si  0.1147  0.1594  -0.1011
Si  0.0168  -0.0726  0.1333
Si  -0.3656  0.0313  0.2422
Si  -0.1313  -0.1257  -0.1956
Si  0.2266  -0.2337  -0.8797
Si  0.127  -0.507  -0.1521
Si  -0.2732  -0.0085  0.1794
Si  0.0249  -0.3374  0.1
Si  0.0674  -0.1908  0.0688
Si  -0.0017  0.0601  -0.0538
Si  0.167  -0.2312  -0.0218
Si  0.1053  -0.0046  -0.1266
Si  -0.0197  0.1569  0.065
Si  -0.1089  -0.0245  -0.0387
Si  -0.1783  0.0908  0.0215
Si  0.0135  -0.1327  0.1396
Si  -0.0648  0.1937  -0.0732
Si  0.1986  0.2084  0.143
Si  0.1961  -0.147  -0.0766
Si  -0.0777  0.3176  0.4516
Si  -0.0338  0.0181  -0.2042
Si  -0.1392  0.0241  0.3543
Si  -0.5471  0.0904  0.0739
Si  0.1335  -0.0341  -0.0127
Si  -0.0012  0.1419  0.0134
Si  0.1491  -0.2832  -0.1268
Si  -0.3964  -0.2166  0.0028
Si  -0.0674  0.1089  -0.125
Si  -0.0532  0.0259  0.2429
Si  -0.0261  -0.0729  0.2489
Si  0.1775  0.1935  0.0047
Si  0.1191  -0.1693  -0.0979
Si  0.0851  0.2473  -0.1804
Si  0.0379  0.4069  0.1738
Si  -0.027  -0.1577  0.2129
Si  0.2239  -0.0289  -0.379
Si  -0.0586  0.0563  -0.1558
Si  -0.0701  0.0325  -0.1219
Si  0.0947  0.2468  0.2866
Si  -0.0872  -0.0493  -0.0753
Si  -0.0542  -0.044  -0.3374
Si  0.4107  -0.0754  -0.0072
Si  0.2198  0.3916  1.0196
Si  0.3833  0.0116  0.0423
Si  -0.296  -0.0079  0.0813
Si  -0.0701  -0.138  0.3961
Si  -0.4144  -0.0663  0.1494
Si  -0.1961  0.0142  0.113
Si  -0.0135  -0.1447  0.0644
Si  0.2322  -0.3563  -0.5836
Si  0.1609  -1.0446  -0.0057
Si  0.2781  -0.2238  -0.6505
Si  -0.2609  -0.0148  0.0852
Si  -0.0267  -0.0798  0.1321
Si  0.0658  0.2285  -0.0103
Si  -0.1866  -0.1203  -0.1148
Si  0.5718  -0.0522  -0.1267
Si  -0.693  0.3755  0.5779
Si  0.0366  0.0239  0.4376
Si  -0.1213  0.2402  -0.1087
Si  0.068  -0.0747  0.0947
Si  0.0451  -0.0965  -0.039
Si  -0.1106  0.2276  -0.1131
Si  0.1169  -0.1967  0.1765
Si  0.0204  0.0085  0.1344
Si  -0.1331  -0.1144  -0.3489
Si  0.1868  -0.1972  0.3528
Si  0.0527  0.0639  0.0849
Si  -0.0007  0.258  -0.0506
Si  -0.024  -0.1107  0.0733
Si  0.163  0.0088  0.2543
Si  -0.0637  0.1897  -0.2547
Si  -0.0758  0.0793  0.0166
Si  0.0432  -0.0355  0.227
Si  0.1335  0.1371  -0.1004
Si  0.1284  -0.0563  -0.0523
Si  0.0342  -0.2341  0.0299
Si  0.0794  -0.1182  0.1947
Si  -0.1295  0.0528  0.1604
Si  0.0828  -0.0031  -0.1069
Si  0.0792  0.1433  0.0862
Si  -0.059  -0.1619  0.0016
Si  -0.1247  0.0173  -0.1566
Si  0.2873  0.2923  0.0066
Si  0.0078  0.2327  -0.0117
Si  0.1116  0.0935  0.1813
O  -0.2191  0.1233  0.0105
O  0.0623  0.2355  -0.125
O  0.2024  0.1348  0.2031
O  0.027  0.5516  0.0112
O  0.0727  0.4693  0.4328
O  -0.0304  0.3763  -0.1538
O  0.447  -0.2466  0.0347
O  -0.3658  -0.2476  0.4462
O  -0.2652  -0.0866  0.0908
O  0.1995  0.1184  -0.0548
O  0.1508  0.0614  -0.2952
O  0.2399  0.293  0.0155
O  -0.0303  0.2189  0.7007
O  -0.1108  -0.2835  0.1112
O  -0.1916  0.3378  0.5803
O  -0.248  -0.2309  0.0061
O  -0.1485  -0.2975  0.2927
O  0.4192  -0.0159  0.1803
O  -0.0173  0.0973  0.466
O  -0.37  0.0692  0.2033
O  -0.3659  -0.291  0.0944
O  -0.1067  -0.1394  0.2563
O  -0.12  0.2017  -0.1245
O  0.0971  0.072  -0.1375
O  -0.409  -0.0603  0.4154
O  0.2917  0.0632  0.3725
O  -0.0652  -0.1045  -0.1853
O  -0.0553  -0.2976  0.02
O  -0.2536  0.1568  -0.2551
O  0.2522  -0.1768  0.2173
O  0.1217  -0.1822  0.0046
O  -0.0293  -0.3478  -0.2248
O  0.3086  -0.0486  -0.049
O  -0.064  0.1958  -0.0631
O  0.0868  0.1932  0.2409
O  -0.2458  0.0247  0.1789
O  -0.0557  0.1771  -0.0669
O  0.0489  -0.0676  -0.282
O  -0.261  0.3948  -0.1016
O  -0.084  -0.0995  -0.0697
O  0.2399  -0.0131  -0.3429
O  -0.2402  0.1635  -0.2898
O  -0.1354  0.2652  -0.3725
O  0.0891  0.0287  -0.076
O  0.0051  0.1823  -0.3461
O  0.0702  0.1348  0.1616
O  -0.0373  -0.3409  -0.2798
O  -0.0062  0.0817  -0.3606
O  0.1372  -0.0122  0.3757
O  0.0255  0.0231  0.1603
O  -0.1143  0.1909  -0.0889
O  0.2042  -0.0077  -0.144
O  0.1359  -0.1507  0.0961
O  -0.0608  -0.1581  -0.3284
O  -0.064  -0.0401  0.0649
O  -0.0477  -0.3397  0.0234
O  0.0685  -0.0079  0.269
O  -0.1535  0.2142  -0.2363
O  -0.0577  0.0884  0.0692
O  -0.3843  0.0655  0.1052
O  -0.0934  -0.0914  0.0128
O  0.0859  0.1694  -0.0108
O  -0.2213  -0.0658  -0.4842
O  0.1333  -0.2591  -0.0768
O  0.1173  -0.356  0.1546
O  -0.1528  0.107  -0.0693
O  0.2306  -0.1865  0.3708
O  -0.0381  0.2271  0.0285
O  -0.2103  0.374  -0.1924
O  0.2764  -0.0437  0.1551
O  -0.0328  0.079  -0.0218
O  0.1683  -0.091  -0.4657
O  0.2036  0.1788  -0.3196
O  0.1281  0.2723  0.5223
O  -0.0043  0.1087  -0.0392
O  -0.0883  0.2172  0.099
O  -0.1537  -0.106  0.0503
O  -0.0413  -0.0362  0.1326
O  0.2723  0.0699  0.0691
O  -0.158  -0.1277  0.3567
O  -0.0249  0.3018  -0.2716

The program warned: the forces do not sum to zero within the program's tolerance.
